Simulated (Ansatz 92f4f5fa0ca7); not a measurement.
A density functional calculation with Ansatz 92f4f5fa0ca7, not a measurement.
Periodic cell of 227 atoms, Si134O92H1, from a study of silicon, its oxide and their interface. The atomic structure is a simulated model.
Doubt: the cutoff is far below the 930 eV that the study's wrapper takes by default for these files, so forces and energies are approximate.

Settings
functional: PBE
potential files: Ansatz PAW
basis: plane waves
wave-function cutoff: 580 eV
density cutoff ratio: 5
exchange-correlation grid ratio: 1
k mesh: 1 x 1 x 1, Gamma-centred
self-consistency stop: 5e-08 eV per atom in the density residual
occupations: fixed
spin: none
net charge: +1 e, with a uniform compensating background and no finite-size correction

Cell vectors (angstrom)
a, 10.938, 0, 0
b, 0, 10.938, 0
c, 0, 0, 33.0567

Atoms and the computed forces on them: element, x, y, z (angstrom), force x, y, z (eV/angstrom)
Si, -0.1542, 0.1769, 25.5297, -0.0264, 0.0203, -0.0843
Si, 5.8575, -0.3289, 25.6058, 0.0001, 0.0134, -0.079
Si, 2.5647, 2.9622, 25.681, -0.0366, 0.0344, -0.0962
Si, 8.5848, 2.4294, 25.7108, -0.0166, 0.0302, -0.0836
Si, 0.2838, 5.0829, 25.7862, -0.087, 0.0435, -0.1096
Si, 5.2373, 5.6688, 25.5315, -0.0405, 0.0285, -0.0764
Si, 2.9833, 7.924, 25.3914, 0.011, -0.0113, -0.0235
Si, 8.1075, 8.3703, 25.4533, -0.0425, 0.0458, -0.0393
Si, 1.4201, 1.3074, 26.9017, 0.0177, -0.0247, 0.0073
Si, 6.923, 1.2931, 26.9389, -0.0037, -0.0066, -0.0244
Si, 4.1292, 4.1391, 26.9556, 0.015, -0.0081, -0.005
Si, 9.6703, 3.9678, 27.1022, -0.0061, 0.008, -0.0094
Si, 1.4428, 6.8181, 26.8594, 0.0038, 0.018, -0.0117
Si, 6.8922, 6.8077, 26.8038, 0.0226, -0.0097, 0.007
Si, 4.1603, 9.4754, 26.813, -0.005, -0.0039, -0.0173
Si, 9.6179, 9.5404, 26.8579, 0.0189, -0.0232, -0.0123
Si, 2.8022, -0.07, 28.228, -0.0001, -0.0029, -0.0056
Si, 8.2657, -0.0572, 28.3006, -0.0001, -0.0043, 0.0066
Si, 0.1011, 2.6193, 28.3706, -0.0151, 0.0019, 0.006
Si, 5.5073, 2.7057, 28.2511, -0.0083, 0.0002, 0.0015
Si, 2.7509, 5.4769, 28.3074, 0.0087, 0.001, 0.0011
Si, 8.2234, 5.4399, 28.2536, -0.0096, 0.0101, 0.0144
Si, 0.0395, 8.1736, 28.2311, -0.0058, 0.0053, -0.0058
Si, 5.5163, 8.15, 28.2455, 0.0013, -0.0016, -0.0037
Si, 4.1018, 1.3673, 29.6385, 0.1103, -0.1389, -0.271
Si, 9.5708, 1.3673, 29.6385, 0.109, -0.4454, 0.5655
Si, 1.3673, 4.1018, 29.6385, 0.2707, -0.0005, 0.3906
Si, 6.8362, 4.1018, 29.6385, 0.0284, -0.0313, -0.0924
Si, 4.1018, 6.8362, 29.6385, 0.2463, 0.0533, 0.1764
Si, 9.5708, 6.8362, 29.6385, 0.0721, -0.0125, -0.2675
Si, 1.3673, 9.5708, 29.6385, 0.1326, -0.1075, -0.2666
Si, 6.8362, 9.5708, 29.6385, 0.0238, -0.2107, 0.0012
Si, 0, 0, 31.0057, -0.131, 0.0639, 0.0388
Si, 5.469, 0, 31.0057, 0.0082, -0.0041, -0.0255
Si, 2.7345, 2.7345, 31.0057, -0.0211, 0.1501, 0.0195
Si, 8.2035, 2.7345, 31.0057, 0.0096, 0.0435, -0.0364
Si, 0, 5.469, 31.0057, -0.064, -0.051, -0.0192
Si, 5.469, 5.469, 31.0057, -0.0662, 0.0213, -0.0049
Si, 2.7345, 8.2035, 31.0057, 0.0557, 0.0509, -0.0171
Si, 8.2035, 8.2035, 31.0057, -0.0735, 0.0458, -0.0067
Si, 1.3673, 1.3673, 32.373, 0.0323, -0.0619, -0.022
Si, 6.8362, 1.3673, 32.373, 0.0361, 0.0143, -0.0143
Si, 4.1018, 4.1018, 32.373, 0.0806, -0.0746, -0.0072
Si, 9.5708, 4.1018, 32.373, 0.0113, -0.0001, -0.0278
Si, 1.3673, 6.8362, 32.373, 0.0116, -0.0262, -0.0224
Si, 6.8362, 6.8362, 32.373, 0.0645, -0.0513, -0.0202
Si, 4.1018, 9.5708, 32.373, -0.019, -0.0097, -0.0166
Si, 9.5708, 9.5708, 32.373, 0.0892, -0.0631, -0.0102
Si, 2.7345, 0, 0.6835, 0.0008, 0.0224, 0.0191
Si, 8.2035, 0, 0.6835, -0.0674, -0.0003, 0.0088
Si, 0, 2.7345, 0.6835, -0.052, 0.048, 0.0101
Si, 5.469, 2.7345, 0.6835, -0.0005, 0.0719, 0.0278
Si, 2.7345, 5.469, 0.6835, -0.0179, 0.0059, 0.016
Si, 8.2035, 5.469, 0.6835, -0.0311, -0.021, 0.0322
Si, 0, 8.2035, 0.6835, -0.0792, 0.0192, 0.0226
Si, 5.469, 8.2035, 0.6835, -0.0195, 0.0482, 0.0088
Si, 4.1018, 1.3673, 2.0507, -0.0155, -0.0735, 0.0157
Si, 9.5708, 1.3673, 2.0507, 0.0898, 0.0455, 0.0539
Si, 1.3673, 4.1018, 2.0507, -0.0396, -0.0338, 0.0544
Si, 6.8362, 4.1018, 2.0507, 0.0045, -0.068, -0.0421
Si, 4.1018, 6.8362, 2.0507, 0.0503, -0.0699, 0.0145
Si, 9.5708, 6.8362, 2.0507, 0.0177, 0.0057, -0.0021
Si, 1.3673, 9.5708, 2.0507, 0.0365, 0.0048, 0.004
Si, 6.8362, 9.5708, 2.0507, 0.1098, -0.0589, -0.0013
Si, 0, 0, 3.418, 0.2487, 0.0577, 0.091
Si, 5.469, 0, 3.418, -0.301, 0.0228, 0.4107
Si, 2.7345, 2.7345, 3.418, -0.0926, -0.2108, 0.1241
Si, 8.2035, 2.7345, 3.418, -0.285, 0.0795, -0.0241
Si, 0, 5.469, 3.418, 0.1189, 0.19, -0.1276
Si, 5.469, 5.469, 3.418, -0.0449, -0.0706, -0.3681
Si, 2.7345, 8.2035, 3.418, -0.0195, 0.4381, 0.2664
Si, 8.2035, 8.2035, 3.418, -0.0147, 0.3772, -0.4551
Si, 1.4138, 1.3309, 4.8803, -0.1302, -0.025, 0.0541
Si, 6.786, 1.4094, 4.8052, -0.0174, 0.002, -0.0431
Si, 4.0968, 4.0931, 4.7652, 0.1733, 0.018, -0.1544
Si, 9.5187, 4.1707, 4.7385, 0.0317, -0.0794, -0.0287
Si, 1.3242, 6.8983, 4.7854, -0.0313, -0.0082, -0.0504
Si, 6.7775, 6.9078, 4.7055, -0.0157, -0.0383, 0.0043
Si, 4.0359, 9.626, 4.8871, -0.0239, 0.0233, 0.016
Si, 9.5451, 9.6022, 4.7603, 0.0204, 0.0197, -0.0351
Si, 2.7463, 0.002, 6.5227, 0.0128, -0.0094, 0.0281
Si, 8.1356, 0.0076, 6.1171, -0.0132, 0.0076, -0.035
Si, -0.1777, 2.7314, 6.1061, 0.3095, 0.1106, -0.0936
Si, 5.4259, 2.7676, 6.2214, 0.0112, -0.0332, 0.022
Si, 2.7819, 5.5829, 6.0852, 0.2152, 0.2413, -0.2335
Si, 8.1771, 5.6033, 6.0143, -0.0148, -0.0111, 0.0464
Si, -0.0331, 8.2727, 6.1631, -0.0005, 0.0183, 0.0442
Si, 5.4143, 8.1873, 6.142, -0.0292, 0.0226, -0.0012
Si, 3.9072, 1.7833, 7.8023, -0.0353, 0.1129, 0.0183
Si, 9.6163, 1.1928, 7.4931, 0.2418, -0.0121, -0.0359
Si, 1.7663, 3.7377, 6.8409, -0.543, -0.7112, 0.9605
Si, 6.6542, 4.4502, 7.3092, -0.0792, 0.0454, -0.1082
Si, 4.3642, 6.5852, 7.5302, 0.0474, 0.0398, 0.1258
Si, 9.2955, 7.1273, 7.4282, -0.0516, 0.0371, -0.1164
Si, 0.8869, 9.8329, 7.6881, -0.0141, 0.0158, -0.0186
Si, 7.0231, 9.3248, 7.3866, -0.0379, -0.0013, 0.067
O, 5.5083, 5.4726, 7.9492, -0.0121, 0.0121, 0.0047
O, -0.0688, 0.2206, 7.8689, -0.0883, 0.0356, 0.0192
O, 2.6004, 2.8478, 7.9549, -0.2038, 0.3536, -0.6729
O, 8.1869, 8.2615, 7.8633, -0.0016, 0.0093, -0.0209
O, 2.2749, 8.5357, 24.0077, 0.0252, -0.0363, 0.0007
O, 8.1222, 5.476, 22.9805, 0.0101, 0.0132, -0.0193
O, 6.9582, 9.4985, 25.0261, -0.0129, 0.0182, -0.0053
O, 1.4051, 4.0322, 25.1535, 0.0115, -0.0066, 0.0318
O, 6.3539, 9.9579, 8.7368, 0.0379, -0.0353, 0.0511
O, -0.6614, 3.981, 9.0773, 0.3786, 0.171, -0.1333
O, 0.7052, 9.1634, 9.1831, -0.0047, 0.0033, -0.0041
O, 7.6276, 3.9187, 8.4957, 0.1956, -0.0865, 0.2721
O, 9.8322, 6.562, 8.8682, 0.2719, -0.5639, 0.3611
O, 4.5113, 1.7882, 9.3421, 0.0066, -0.0238, 0.0124
O, 3.6477, 7.1672, 8.8933, -0.0069, -0.1029, -0.1055
O, 8.9889, 1.7463, 8.9354, 0.0472, -0.0064, 0.1324
O, 5.259, 0.4607, 24.3018, 0.0169, -0.0273, 0.0405
O, 7.9925, 3.2558, 24.4424, 0.0389, -0.0443, 0.0221
O, 11.7217, 6.6454, 19.8866, 0.0323, -0.0015, 0.0263
O, 5.8802, 4.8499, 24.2549, -0.0227, 0.0356, -0.0014
O, 8.8482, 7.7778, 24.0729, -0.0383, 0.0226, 0.0053
O, 3.3427, 2.3582, 24.3697, -0.0137, -0.0127, -0.0189
O, 4.1264, 6.7853, 24.9641, 0.0188, -0.0214, 0.0176
O, 11.3934, -0.4772, 24.1373, -0.0394, 0.0276, 0.012
Si, 11.7379, 8.9799, 10.8118, 0.0037, 0.0457, -0.0446
Si, 7.0146, 15.2366, 11.6115, -0.1887, 0.0762, 0.0365
Si, 8.2542, 11.3523, 15.1626, -0.0348, -0.0069, -0.0236
Si, 2.0894, 13.0911, 19.4068, -0.0138, 0.0129, 0.0135
Si, 4.6898, 13.4993, 10.8058, -0.0358, -0.0601, -0.0654
Si, 1.7391, -2.4047, 17.6797, 0.0054, -0.0043, -0.0146
Si, 4.9974, 1.4305, 18.8646, -0.0072, -0.0151, 0.0061
Si, 0.8468, -0.6563, 20.186, -0.0272, 0.0223, -0.0146
Si, -0.7991, 7.6752, 13.0676, 0.0074, 0.0972, -0.0545
Si, -3.1787, -1.9494, 16.6603, -0.006, 0.0153, 0.0031
Si, 9.1728, 2.475, 16.7556, -0.0205, 0.0018, 0.0136
Si, 8.8213, 3.3183, 9.4168, -0.9462, -0.3792, 0.0246
Si, 6.5387, 9.8535, 10.3675, -0.0051, 0.0337, -0.0641
Si, 10.7516, 5.4481, 9.6427, 0.1978, 0.9322, 0.2989
Si, 1.7127, 8.9893, 14.5845, 0.0533, 0.0009, -0.0242
Si, 4.0147, 12.0832, 23.5147, 0.015, 0.009, 0.0776
Si, 5.3618, 3.0023, 21.4631, -0.0058, 0.0333, 0.0431
Si, -3.8089, 7.4613, 12.1448, -0.0671, 0.0304, -0.05
Si, -1.9108, -1.8842, 19.2656, -0.0464, 0.0163, 0.0458
Si, 11.4209, 5.6506, 21.1425, 0.0228, -0.0526, 0.0385
Si, 6.3553, 2.2886, 16.0834, 0.0066, -0.0078, -0.0264
Si, 16.4753, 4.3592, 14.2126, -0.0495, 0.0066, 0.0123
Si, -0.0409, 4.8724, 12.728, 0.122, -0.0442, 0.0378
Si, 10.3384, 2.2248, 14.0338, -0.0022, -0.0766, 0.016
Si, 1.7017, 9.8849, 23.233, -0.0209, 0.0036, 0.0285
Si, 3.0757, 4.5648, 12.201, 0.0386, -0.0069, -0.0868
Si, 5.9476, 6.8702, 16.094, -0.0015, 0.0139, -0.0186
Si, -4.8388, 9.4823, 19.0699, 0.0152, -0.0104, 0.0489
Si, 10.6321, 6.7443, 18.6711, -0.0148, 0.0028, -0.0002
Si, 4.3155, 6.9784, 18.6825, 0.0132, 0.0204, 0.0287
Si, -0.2582, 3.8528, 18.862, -0.0109, -0.0187, 0.0074
Si, 4.5281, 0.0722, 12.2037, -0.0336, -0.0019, -0.0749
Si, 12.4554, 11.2798, 12.7332, 0.0362, -0.0278, -0.0543
Si, 2.6249, 6.7486, 10.1091, 0.0862, -0.0075, 0.0824
Si, 7.1774, 4.2446, 23.4578, -0.0031, -0.0542, 0.0348
Si, 9.4048, 6.3592, 23.4369, 0.0574, -0.0458, 0.0662
Si, 4.6506, -2.3986, 13.9272, -0.0323, 0.0008, -0.0491
Si, 3.2245, 4.7736, 20.8415, -0.0077, 0.0125, 0.0532
O, 9.0172, -1.649, 17.6457, -0.0047, 0.0188, -0.0431
O, -4.5123, 9.5392, 17.4592, 0.0016, -0.0014, -0.0023
O, 11.6582, 1.6808, 13.2055, -0.015, 0.0333, 0.0403
O, 10.4702, 6.1639, 13.6013, -0.0107, -0.0324, -0.0728
O, 3.7791, 5.8003, 19.6861, -0.0039, -0.0186, -0.0149
O, 12.3224, 5.8896, 9.3911, -0.1448, -0.149, 0.0509
O, 7.5595, 11.0031, 10.9098, -0.0234, -0.0915, 0.0104
O, -3.4563, -3.5341, 16.3616, -0.0103, -0.0087, 0.0105
O, 5.7551, 3.7947, 10.6789, 0.0217, 0.0288, 0.081
O, 15.084, 4.6458, 13.4158, -0.058, -0.007, 0.0228
O, -1.2767, 1.322, 25.1005, 0.0046, -0.0075, 0.0244
O, 5.1009, 8.122, 15.4371, -0.0146, 0.021, 0.0021
O, 8.8976, 11.8033, 16.6158, -0.0043, -0.0004, -0.0043
O, 3.0106, 8.2009, 13.8817, -0.0065, 0.0068, 0.0432
O, 5.0324, 10.0572, 10.9743, 0.0805, -0.0386, 0.006
O, 1.9849, 5.3797, 21.7462, -0.0225, 0.0106, -0.0301
O, 13.1279, 8.1076, 10.9082, -0.0657, -0.0882, -0.0008
O, 1.2478, -1.2809, 21.6692, 0.0229, -0.0072, 0.0352
O, 1.0982, 3.0298, 18.4384, 0.0192, -0.0081, -0.002
O, 5.5431, 2.5866, 19.8958, 0.0016, 0.0182, 0.0151
O, 3.0172, 7.597, 17.9535, -0.0103, 0.0028, -0.0097
O, 1.903, -1.7995, 16.1869, -0.0064, 0.0074, -0.0007
O, 0.7238, 10.419, 11.5771, -0.0218, -0.0716, 0.0114
O, 2.8962, 0.0314, 23.2057, 0.0322, 0.0272, -0.051
O, 3.2651, 3.2221, 11.2767, -0.0045, -0.0229, 0.0557
O, 0.3652, 7.6678, 17.5344, -0.0114, -0.0029, -0.0022
O, -0.5696, 13.6742, 15.6216, 0.0157, 0.007, -0.0453
O, -2.4513, 7.8103, 13.0364, 0.0017, -0.0244, 0.0565
O, 7.2027, 5.9205, 11.5745, 0.0102, -0.0748, 0.0531
O, 5.1591, 8.1794, 19.4411, -0.0033, 0.0044, -0.0292
O, 5.2614, 6.3565, 17.4889, 0.0053, 0.0002, -0.0035
O, 5.6933, 7.7265, 12.9274, 0.049, -0.0284, 0.0345
O, 10.4863, 5.3437, 11.2276, 0.006, -0.1097, -0.5105
O, -0.5021, 6.4388, 22.1736, -0.0413, 0.0349, -0.029
O, -1.7177, 1.0072, 13.9652, 0.0253, 0.0247, 0.0088
O, -0.5256, 5.2535, 18.0512, -0.0046, 0.0131, -0.0189
O, 8.0708, 9.7369, 15.2307, -0.0001, 0.0061, 0.012
O, 6.7179, 3.8954, 13.1669, 0.0568, 0.0047, -0.052
O, 4.5329, 4.3956, 21.723, 0.0228, -0.0125, -0.0372
O, 8.3197, 3.5245, 10.9557, 0.2062, -0.0707, -0.1459
O, 7.5376, 9.3683, 19.8788, -0.0061, 0.0069, -0.0456
O, 10.5712, 8.0701, 11.5101, 0.0092, 0.0315, 0.0771
O, 7.7272, 14.1148, 16.3672, -0.0065, 0.0098, 0.017
O, 1.7866, 10.5363, 14.1309, -0.0325, 0.0327, 0.0083
O, 0.21, 8.5141, 14.0796, -0.0847, -0.0416, 0.0024
O, 10.0229, 3.5896, 13.1954, -0.0109, 0.0695, -0.014
O, 14.3095, 5.8283, 11.2072, -0.1056, 0.064, -0.0427
O, -3.8436, 8.3823, 10.7966, 0.0048, 0.0523, 0.0053
O, -0.2166, 4.2776, 20.4727, 0.0157, 0.0282, 0.0108
O, 6.7657, 12.014, 15.0581, -0.0031, 0.0022, 0.0245
O, 13.9075, 11.4532, 12.0267, 0.0101, 0.0117, 0.0507
O, 16.1904, 3.1953, 15.3097, -0.0136, 0.0286, 0.0243
O, 6.788, 3.3263, 22.1723, 0.0293, 0.0384, 0.01
O, 5.2554, 12.4639, 11.9522, 0.0103, 0.079, 0.0302
O, 5.3471, 10.8775, 19.45, -0.0037, 0.0012, -0.0237
O, 3.3739, 1.5152, 18.6345, 0.0117, 0.0014, -0.0098
O, 9.5031, 2.863, 18.3045, 0.0027, -0.0022, -0.034
O, 1.2327, 11.8894, 20.1532, -0.0076, -0.0221, -0.0181
O, 1.6331, 9.6109, 18.9096, -0.0051, 0.0185, 0.0231
O, 10.2697, 5.6277, 24.5838, 0.0428, -0.0464, 0.0548
O, 6.037, 5.6774, 15.0062, -0.0197, -0.0269, 0.0054
O, 4.6082, 1.7288, 22.1365, -0.0427, -0.0482, 0.0127
O, 2.6776, 14.2321, 20.4043, 0.0136, 0.0178, -0.0181
O, -0.7638, 20.9126, 19.9857, 0.0586, 0.0309, -0.0092
O, 4.799, -0.7832, 13.5769, 0.0066, 0.0248, 0.031
O, 5.7225, 1.6929, 17.4435, 0.0086, -0.0008, 0.005
O, 1.567, 4.5913, 12.8032, -0.107, 0.0288, 0.0068
O, 9.3159, 7.4335, 19.362, -0.0025, -0.0509, 0.0023
H, 8.1873, 11.4224, 10.297, -0.0526, 0.0343, -0.025

Results
free energy: -137526.482 eV
free energy less fixed offsets of H -15.97, O -568.88, Si -635.61 eV per atom: -1.812 eV

The program warned: the cutoff lies below the one the program advises for these potential files; the exchange-correlation potential is rough where the density is thin.
